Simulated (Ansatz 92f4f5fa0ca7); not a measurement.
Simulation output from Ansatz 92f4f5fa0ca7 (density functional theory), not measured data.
Periodic cell of 214 atoms, Si131O81B2, from a study of silicon, its oxide and their interface. The atomic structure is a simulated model.
Doubt: the cutoff is far below the 930 eV that the study's wrapper takes by default for these files, so forces and energies are approximate.

Settings: functional PBE; potential files Ansatz PAW; basis plane waves; wave-function cutoff 580 eV; density cutoff ratio 5; exchange-correlation grid ratio 1; k mesh 1 x 1 x 1, Gamma-centred; self-consistency stop 5e-08 eV per atom in the density residual; occupations fixed; spin none; net charge 0.

Cell vectors (angstrom)
a  10.938  0  0
b  0  10.938  0
c  0  0  31.5432

Atoms: element, x, y, z (angstrom)
Si  10.4357  0.5771  24.3312
Si  6.0431  10.5017  24.1309
Si  2.1285  3.2525  24.0707
Si  8.7061  2.2629  24.2859
Si  0.4964  5.0567  24.1446
Si  5.0497  5.9003  24.189
Si  3.3922  7.6547  24.1448
Si  7.8323  8.8292  23.9881
Si  1.3465  1.4796  25.4431
Si  6.9103  1.3145  25.4681
Si  4.0253  4.1046  25.3178
Si  9.6563  4.1086  25.3981
Si  1.4879  6.8229  25.3456
Si  6.8948  6.9507  25.2396
Si  4.2228  9.5411  25.3237
Si  9.5335  9.643  25.4258
Si  2.7799  0.0044  26.6458
Si  8.2101  -0.0171  26.9165
Si  0.0082  2.7778  26.8919
Si  5.4489  2.7394  26.666
Si  2.7454  5.446  26.8169
Si  8.22  5.5247  26.6327
Si  0.0393  8.2087  26.6523
Si  5.5409  8.207  26.7778
Si  4.1121  1.3647  28.065
Si  9.5825  1.3799  28.2422
Si  1.3818  4.1334  28.241
Si  6.8337  4.1405  28.0184
Si  4.1479  6.8298  28.132
Si  9.5964  6.8501  28.045
Si  1.3979  9.5833  28.0378
Si  6.8301  9.5439  28.2399
Si  0.034  -0.0207  29.5001
Si  5.4479  0.016  29.4999
Si  2.757  2.7145  29.4995
Si  8.1729  2.7712  29.4863
Si  -0.0223  5.5019  29.5024
Si  5.4896  5.4591  29.4864
Si  2.7421  8.2077  29.4645
Si  8.2369  8.1742  29.5022
Si  1.3673  1.3673  30.8594
Si  6.8362  1.3673  30.8594
Si  4.1018  4.1018  30.8594
Si  9.5708  4.1018  30.8594
Si  1.3673  6.8362  30.8594
Si  6.8362  6.8362  30.8594
Si  4.1018  9.5708  30.8594
Si  9.5708  9.5708  30.8594
Si  2.7345  0  0.6835
Si  8.2035  0  0.6835
Si  0  2.7345  0.6835
Si  5.469  2.7345  0.6835
Si  2.7345  5.469  0.6835
Si  8.2035  5.469  0.6835
Si  0  8.2035  0.6835
Si  5.469  8.2035  0.6835
Si  4.1137  1.3452  2.0582
Si  9.5205  1.3942  2.0393
Si  1.326  4.131  2.0573
Si  6.8452  4.0675  2.0695
Si  4.0794  6.8528  2.0428
Si  9.5914  6.8031  2.0507
Si  1.3734  9.5554  2.0537
Si  6.8067  9.5805  2.0685
Si  -0.0716  -0.0104  3.2981
Si  5.4286  -0.0187  3.5254
Si  2.6836  2.7096  3.331
Si  8.1565  2.6799  3.5309
Si  -0.0475  5.4485  3.5371
Si  5.4296  5.4475  3.3335
Si  2.7188  8.1806  3.4863
Si  8.2001  8.1617  3.3474
Si  1.2748  1.3524  4.6739
Si  6.7958  1.3025  4.9657
Si  4.0391  4.0813  4.7057
Si  9.5164  4.0339  4.932
Si  1.323  6.8607  4.886
Si  6.8332  6.7718  4.6942
Si  4.0278  9.5604  4.9041
Si  9.5249  9.5628  4.6925
Si  2.4318  -0.0642  6.1689
Si  8.2112  -0.1682  6.2294
Si  -0.0305  2.5849  6.2063
Si  5.287  2.7046  6.1964
Si  2.6992  5.4138  6.1669
Si  8.0763  5.4188  6.2305
Si  -0.0275  8.3609  6.1719
Si  5.5234  8.131  6.1086
Si  3.3715  1.7765  7.3234
Si  10.1689  0.5812  7.3601
Si  1.7485  3.6045  7.3861
Si  6.1336  4.5416  7.4284
Si  4.5573  6.357  7.2864
Si  9.1793  7.2102  7.3129
B  0.6411  10.1614  6.7946
Si  7.3736  8.8656  7.4331
O  4.3904  6.9877  8.8105
O  1.3624  3.9905  8.9573
O  9.797  6.6931  8.7693
O  6.0688  4.2248  9.067
O  3.5251  1.4153  8.9401
O  7.1466  8.8983  9.0878
O  9.7645  0.8524  8.9624
O  8.2685  2.5295  22.7168
O  11.0017  5.543  22.618
O  5.6415  0.0799  22.6146
O  5.2932  5.3996  22.6269
O  2.1419  2.8185  22.4612
O  3.3298  7.846  22.4903
O  8.3939  8.7344  22.4137
O  -0.168  11.2379  22.7432
Si  2.1779  3.0282  12.8736
Si  8.7608  1.2086  10.2025
Si  1.1007  4.5342  15.351
Si  7.6434  5.5538  12.1575
Si  2.4125  8.1861  21.1946
Si  5.4515  7.7275  12.4381
Si  9.2936  0.4983  15.4043
Si  2.9267  -0.0449  16.6212
Si  10.5132  1.17  12.4909
Si  7.7688  2.8375  21.2142
Si  9.1774  8.8253  14.429
Si  1.4848  4.8159  10.3566
Si  4.4789  9.4944  19.1169
Si  11.0739  6.0953  21.0888
Si  6.6427  10.4711  14.8011
Si  5.389  0.74  21.1584
B  2.7598  9.7444  11.1097
Si  0.4323  10.6368  21.3794
Si  5.8539  5.2568  21.1191
Si  3.5205  7.2572  10.1382
Si  9.081  5.708  14.8269
Si  3.6733  4.0816  19.0747
Si  10.031  3.6654  19.2815
Si  4.3051  8.6677  15.3329
Si  0.4861  1.9408  17.1117
Si  6.7916  7.543  19.2454
Si  5.2704  3.6262  16.7179
Si  7.7931  5.039  17.4986
Si  6.7105  9.8515  10.337
Si  4.3908  0.9203  10.2039
Si  0.1749  9.1511  11.9523
Si  9.1048  8.6303  20.9349
Si  4.5672  1.678  14.552
Si  2.4459  2.0913  21.0335
Si  6.4334  3.2411  10.3198
Si  3.4586  5.9339  16.7178
Si  9.9866  6.6308  10.3807
O  0.1097  2.6122  18.551
O  2.963  9.6251  15.5457
O  10.8654  4.8031  20.1133
O  7.6446  2.3055  9.738
O  10.9344  5.3532  10.8085
O  6.5691  6.6039  12.8115
O  10.6505  8.0783  10.8124
O  7.6972  9.4687  13.9697
O  8.5129  6.3657  11.0352
O  5.3483  10.506  20.0435
O  2.226  3.8104  11.4259
O  7.9686  8.5575  19.7612
O  6.2004  6.7354  20.5396
O  5.5282  2.7139  15.3923
O  1.3077  0.9291  20.6919
O  6.1442  8.9753  11.6053
O  4.6156  4.9808  16.0813
O  6.611  3.9235  17.6017
O  10.675  10.6916  11.6888
O  5.5895  0.5102  13.9513
O  8.0169  5.1602  15.9048
O  9.7508  9.8623  15.5641
O  -0.3817  5.1459  15.173
O  1.5654  6.8442  20.7765
O  1.5067  0.6356  17.132
O  6.5912  1.7842  20.7942
O  1.0141  1.8757  12.7866
O  3.271  5.5  18.3086
O  9.5788  1.9703  11.4151
O  1.111  3.1404  16.1996
O  8.6581  5.137  13.3635
O  10.3454  8.6786  13.3007
O  1.4483  9.4033  21.6843
O  10.0841  9.9314  20.6039
O  3.3266  0.078  11.1862
O  5.1808  2.2613  10.8018
O  1.7573  4.2016  13.9094
O  7.9796  10.8012  10.7598
O  9.1464  4.4835  18.1891
O  5.673  9.5209  15.7408
O  5.5347  -0.1313  9.7458
O  3.6077  2.3504  13.3826
O  1.9963  5.7044  16.0408
O  9.7168  1.0157  13.9058
O  4.3733  6.972  11.4855
O  4.7602  4.4817  20.2102
O  9.996  1.4269  16.5138
O  6.9033  4.2184  11.5556
O  5.5824  8.4134  18.5721
O  9.0634  2.7473  20.227
O  3.614  1.1338  15.7494
O  4.2407  3.0769  17.8899
O  9.9109  7.2125  20.8723
O  3.1319  8.8614  10.1138
O  3.9928  7.4341  16.3633
O  7.6607  0.533  15.6214
O  8.9924  7.3265  14.9853
O  3.9299  1.4461  21.1585
O  1.8122  9.3048  12.034
O  2.2876  6.2137  10.1296
O  7.3554  6.4726  18.1472
O  7.2237  4.3733  21.1231
O  4.613  8.2092  13.777
O  3.3263  8.6793  19.9448
O  2.501  3.2351  19.8486
O  3.7401  10.3652  17.9437

Results
free energy: -129655.651 eV
free energy less fixed offsets of B -154.04, O -568.88, Si -635.61 eV per atom: -3.381 eV

Forces (eV/angstrom), in the order of the atoms: element, x, y, z
Si  0.0158  0.0048  0.0075
Si  0.007  0.0358  0.0262
Si  0.0057  -0.0162  0.0007
Si  -0.0278  -0.0063  0.0101
Si  -0.0007  0.0185  0.0078
Si  0.0246  -0.0159  0.0068
Si  -0.0099  -0.0055  0.0006
Si  0.0231  -0.0301  0.0197
Si  -0.027  0.0336  0.0474
Si  0.025  -0.0342  0.0646
Si  -0.0328  0.0098  0.0225
Si  0.0303  -0.0343  0.0483
Si  0.0127  -0.0205  0.0405
Si  -0.0193  0.0221  0.0013
Si  0.0105  -0.0234  0.0219
Si  -0.0614  0.0186  0.063
Si  -0.0053  0.0275  -0.1332
Si  0.0137  -0.0147  0.2107
Si  0.0165  -0.0071  0.2053
Si  -0.0057  -0.0022  -0.1133
Si  0.01  -0.0097  0.1286
Si  0.017  0.0204  -0.1259
Si  0.0125  0.0317  -0.122
Si  0.0298  -0.0012  0.0983
Si  0.0048  0.0151  0.0698
Si  -0.0303  0.0095  -0.3649
Si  -0.0227  -0.0432  -0.3485
Si  0.0294  -0.0763  0.1345
Si  -0.1023  0.042  -0.0999
Si  -0.0067  -0.0069  0.0944
Si  -0.0287  -0.024  0.1291
Si  0.0518  0.0985  -0.3372
Si  0.0312  -0.0429  -0.0284
Si  0.0127  0.011  0.0789
Si  0.0159  -0.016  0.0133
Si  -0.0365  0.044  0.0179
Si  -0.031  0.0123  0.0752
Si  0.0096  -0.0229  -0.0345
Si  0.0219  -0.0332  -0.01
Si  0.0263  -0.0396  0.0104
Si  0.1836  -0.1135  0.1335
Si  -0.1661  0.1338  -0.0955
Si  0.1644  -0.1187  0.0225
Si  -0.1738  0.1516  -0.0671
Si  -0.0164  0.2268  -0.132
Si  0.1604  -0.1672  0.0769
Si  -0.1769  0.054  -0.0776
Si  0.1624  -0.1378  0.0759
Si  0.0628  -0.154  0.1125
Si  -0.2826  0.0434  -0.0348
Si  -0.2354  0.1518  -0.0202
Si  0.0974  -0.1549  0.1157
Si  -0.1976  0.0803  -0.0182
Si  0.0184  -0.2819  0.1751
Si  0.173  -0.1481  0.0881
Si  -0.0905  0.1137  -0.0305
Si  0.0377  0.0141  -0.028
Si  -0.0725  0.1281  -0.0612
Si  -0.0916  0.0334  0.0518
Si  0.0592  -0.016  -0.0739
Si  -0.0673  0.0479  -0.0123
Si  0.0354  -0.0236  -0.0254
Si  0.0218  -0.0434  -0.0329
Si  0.0159  0.064  0.072
Si  0.1709  -0.0434  0.4006
Si  -0.0089  0.0267  -0.1053
Si  0.1489  0.0014  0.2686
Si  -0.0371  0.079  -0.0926
Si  -0.0088  -0.0266  -0.1318
Si  0.1035  -0.1492  0.3556
Si  -0.042  0.0141  -0.1353
Si  -0.0583  -0.1209  0.0776
Si  -0.0972  0.1373  -0.4225
Si  -0.0216  0.0356  -0.0084
Si  -0.0287  0.0175  -0.1977
Si  -0.0494  -0.049  0.0588
Si  -0.0287  0.048  0.0855
Si  0.0012  0.0529  -0.1741
Si  0.0048  0.0457  0.1126
Si  -0.1359  0.1692  -0.443
Si  0.1037  -0.3838  -0.0187
Si  0.0261  0.1369  0.1432
Si  -0.0519  0.0018  0.1449
Si  -0.0019  -0.1321  -0.1599
Si  0.0532  -0.1433  0.0456
Si  0.0547  -0.0136  -0.1236
Si  0.389  -0.1936  0.0057
Si  0.056  -0.0273  0.013
Si  -0.1319  0.3764  0.1955
Si  -0.7709  0.8222  -0.1004
Si  0.007  -0.0363  -0.1324
Si  -0.0183  0.0106  0.0457
Si  -0.0213  0.1492  -0.1162
Si  -0.1945  0.1903  0.1663
B  0.4767  -0.5192  0.0389
Si  0.1229  -0.126  -0.1166
O  0.057  -0.0529  0.0064
O  0.0239  0.0386  0.095
O  -0.0154  -0.0145  -0.002
O  -0.0444  -0.0133  0.0978
O  -0.0071  0.004  -0.2127
O  -0.0233  0.0661  0.1882
O  0.0533  -0.067  0.193
O  0.001  0.0006  0.0047
O  -0.002  -0.0033  0.0019
O  -0.0042  -0.0028  -0.0034
O  -0.0036  -0.0008  0.0035
O  0.0028  -0.0017  -0.0083
O  0.0039  0.0043  0.0093
O  -0.0028  0.0071  -0.0159
O  0.0043  0.0029  0.0032
Si  -0.0344  -0.0284  -0.0286
Si  0.0965  0.0303  0.0052
Si  0.004  0.0105  0.0347
Si  -0.0423  -0.0211  -0.003
Si  -0.0093  0.0068  -0.0101
Si  0.0319  0.053  0.0501
Si  0.0113  0.0105  -0.0211
Si  -0.0065  -0.0113  0.0094
Si  0.0294  0.0424  -0.0094
Si  0.0055  0.0065  -0.0124
Si  0.0039  0.0484  0.0044
Si  -0.0432  -0.0615  -0.0902
Si  0.0015  0.005  0.0095
Si  0.0065  -0.0025  -0.0055
Si  0.0227  -0.0188  0.0327
Si  -0.0076  -0.0019  -0.0166
B  -0.0903  0.0946  0.0981
Si  0.0121  0.0008  -0.0094
Si  0.0036  0.0047  -0.0013
Si  -0.0257  0.0381  -0.0322
Si  0.0034  -0.0156  0.0285
Si  -0.0011  -0.0009  0.0161
Si  0.0055  -0.0031  0.0176
Si  -0.0103  0.0288  0.0624
Si  -0.0012  -0.0235  0.0257
Si  -0.0057  0.0095  0.0103
Si  0.0012  0.0104  0.0294
Si  -0.0014  -0.0073  0.0279
Si  -0.0044  -0.0915  -0.0415
Si  0.0506  -0.0545  0.2167
Si  0.162  0.0181  0.0423
Si  -0.0029  0.0071  0.0027
Si  -0.0164  0.0055  0.0294
Si  0.0025  -0.0025  0.0072
Si  0.0622  0.0401  -0.0308
Si  0.0027  0.0096  0.0184
Si  0.0227  -0.0374  -0.0797
O  0.0076  0.0017  -0.017
O  0.0206  -0.0121  -0.0147
O  -0.0033  -0.0026  -0.0089
O  -0.0391  -0.001  0.0213
O  -0.0194  -0.0287  0.017
O  -0.0217  0.0117  -0.01
O  -0.0316  -0.0568  -0.019
O  -0.0013  -0.019  -0.0185
O  0.0183  0.0324  0.0155
O  -0.0014  -0.002  -0.0064
O  0.0372  -0.0227  0.0418
O  -0.0018  -0.003  -0.0122
O  -0.0008  0.0036  -0.0073
O  -0.0069  -0.0132  -0.0108
O  -0.0016  0.0026  -0.0037
O  -0.0295  -0.0036  0.0007
O  0.0089  -0.003  -0.0093
O  -0.0003  -0.0025  -0.0105
O  -0.0217  0.0172  -0.0101
O  0.0046  -0.0217  -0.0234
O  0.0089  0.0091  -0.023
O  0.0012  -0.0128  0.004
O  -0.0001  0.0031  -0.0125
O  0.001  -0.0002  0.0003
O  0.0029  0.0065  -0.0123
O  0.0004  -0.0016  0.0014
O  0.0295  -0.0003  -0.003
O  0.0023  0.001  -0.0134
O  -0.0234  0.0058  0.0021
O  0.0126  0.0124  -0.0166
O  -0.0034  0.0034  -0.02
O  -0.0202  -0.0225  0.0143
O  0.0024  -0.0042  -0.0126
O  -0.0069  -0.0048  -0.0061
O  0.043  0.0602  0.0027
O  -0.034  -0.0352  -0.0267
O  -0.0024  0.0191  0.001
O  -0.0532  -0.0198  0.0208
O  -0.003  0.0016  -0.0138
O  0.0078  0.0071  -0.0433
O  0.0085  -0.024  -0.0727
O  0.0056  0.0135  -0.0115
O  0.0008  -0.0048  -0.029
O  -0.0025  -0.0095  0.0025
O  0.0263  0.0309  0.0372
O  -0.0017  0.002  -0.0081
O  -0.0075  0.0112  -0.0147
O  0.0167  -0.0175  -0.0042
O  0.0025  -0.0049  -0.0018
O  0.0036  0.0035  -0.0105
O  0.0169  0.0078  -0.0189
O  0.0056  -0.0005  -0.0198
O  0.0058  -0.0054  -0.0053
O  0.0283  -0.0696  -0.0418
O  0.0053  0.0028  -0.0151
O  -0.0052  -0.0004  -0.0069
O  -0.0099  0.0045  -0.0098
O  0.0105  0.0007  -0.0061
O  0.0437  -0.049  -0.021
O  0.0032  -0.0018  0.02
O  0.0037  -0.0084  -0.0149
O  -0.0011  -0.0075  -0.0024
O  0.0275  -0.0119  -0.0449
O  0.005  -0.0042  -0.0079
O  0.0049  0.0058  -0.0113
O  -0.0085  0.0057  -0.0147

The program warned: the cutoff lies below the one the program advises for these potential files; the exchange-correlation potential is rough where the density is thin.
